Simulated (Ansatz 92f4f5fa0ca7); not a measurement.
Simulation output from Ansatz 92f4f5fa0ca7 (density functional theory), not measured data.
Periodic cell of 212 atoms, Si132O80, from a study of silicon, its oxide and their interface. The atomic structure is a simulated model.
Doubt: the cutoff is far below the 930 eV that the study's wrapper takes by default for these files, so forces and energies are approximate.
This geometry differs little from another in the collection (a relaxation step or a small displacement).

Settings: functional PBE; potential files Ansatz PAW; basis plane waves; wave-function cutoff 580 eV; density cutoff ratio 5; exchange-correlation grid ratio 1; k mesh 1 x 1 x 1, Gamma-centred; self-consistency stop 5e-08 eV per atom in the density residual; occupations fixed; spin none; net charge 0.

Cell vectors (angstrom)
a, 10.938, 0, 0
b, 0, 10.938, 0
c, 0, 0, 31.1761

Atoms and the computed forces on them: element, x, y, z (angstrom), force x, y, z (eV/angstrom)
Si, -0.4835, 0.2931, 23.8139, -0.0025, 0.0292, 0.0008
Si, 6.1587, -0.4376, 23.5872, 0.0139, -0.0219, 0.0058
Si, 2.2511, 3.2447, 23.8853, -0.0109, 0.0225, 0.0038
Si, 8.8203, 2.1584, 23.9162, 0.0135, -0.0171, -0.0175
Si, 0.4404, 4.8605, 24.0001, 0.0246, -0.0219, -0.007
Si, 5.1005, 5.9945, 23.6518, -0.0118, 0.0231, 0.0078
Si, 3.3283, 7.7242, 23.7726, -0.0035, -0.043, -0.021
Si, 7.9208, 8.7406, 23.7759, -0.0263, 0.004, -0.0118
Si, 1.3771, 1.3086, 24.9339, -0.0103, -0.0085, 0.0008
Si, 6.9164, 1.3032, 25.0089, -0.0079, 0.005, 0.0127
Si, 4.1521, 4.1743, 24.9359, -0.0055, -0.0026, 0.0022
Si, 9.604, 3.9799, 25.1841, -0.0077, -0.0004, 0.0142
Si, 1.4525, 6.7961, 24.9686, 0.0046, 0.0148, 0.0192
Si, 6.8815, 6.9023, 24.9259, 0.0018, -0.0043, -0.0018
Si, 4.2868, 9.5684, 24.8837, 0.0095, 0.021, 0.0102
Si, 9.5433, 9.6127, 25.2266, 0.0047, 0.0026, -0.0021
Si, 2.8036, -0.0465, 26.286, 0.0023, 0.0033, -0.0042
Si, 8.1763, 0.0213, 26.5155, -0.0011, 0.0003, -0.0163
Si, 0.077, 2.6328, 26.4647, 0.0088, 0.0143, -0.0224
Si, 5.4883, 2.7291, 26.3077, 0.0021, -0.0058, -0.0063
Si, 2.7697, 5.4503, 26.4118, 0.0075, 0.0079, -0.0295
Si, 8.1917, 5.4753, 26.3517, 0.0008, 0.002, -0.004
Si, 0.0519, 8.1592, 26.3678, -0.0041, -0.0049, -0.0054
Si, 5.522, 8.2014, 26.3897, -0.0024, -0.0042, -0.0116
Si, 4.1018, 1.3673, 27.7579, 0.0478, 0.0024, -0.6535
Si, 9.5708, 1.3673, 27.7579, 0.0995, -0.0226, 0.8685
Si, 1.3673, 4.1018, 27.7579, 0.3099, -0.1843, 0.2555
Si, 6.8362, 4.1018, 27.7579, -0.0973, -0.0006, -0.3954
Si, 4.1018, 6.8362, 27.7579, 0.1561, 0.154, 0.0554
Si, 9.5708, 6.8362, 27.7579, 0.0797, -0.1104, -0.2988
Si, 1.3673, 9.5708, 27.7579, 0.359, -0.0486, -0.4697
Si, 6.8362, 9.5708, 27.7579, -0.2036, -0.1815, 0.6888
Si, 0, 0, 29.1251, -0.1207, 0.0595, 0.028
Si, 5.469, 0, 29.1251, -0.0025, -0.0889, 0.0308
Si, 2.7345, 2.7345, 29.1251, -0.0231, 0.1047, 0.0266
Si, 8.2035, 2.7345, 29.1251, 0.1377, 0.0457, 0.0212
Si, 0, 5.469, 29.1251, -0.0723, -0.0462, -0.0139
Si, 5.469, 5.469, 29.1251, -0.0439, 0.0307, 0.0017
Si, 2.7345, 8.2035, 29.1251, 0.0624, 0.0677, 0.0118
Si, 8.2035, 8.2035, 29.1251, -0.0402, 0.0971, 0.0139
Si, 1.3673, 1.3673, 30.4924, 0.0256, -0.0523, -0.0034
Si, 6.8362, 1.3673, 30.4924, -0.0133, 0.0361, -0.0476
Si, 4.1018, 4.1018, 30.4924, 0.0405, -0.0348, 0.0126
Si, 9.5708, 4.1018, 30.4924, -0.0145, 0.0143, -0.0107
Si, 1.3673, 6.8362, 30.4924, 0.0087, -0.0146, -0.0419
Si, 6.8362, 6.8362, 30.4924, 0.0656, -0.0579, -0.0051
Si, 4.1018, 9.5708, 30.4924, -0.058, 0.0099, -0.0161
Si, 9.5708, 9.5708, 30.4924, 0.0859, -0.0958, 0.0029
Si, 2.7345, 0, 0.6835, 0.04, -0.0132, 0.0293
Si, 8.2035, 0, 0.6835, -0.0661, 0.0651, 0.0018
Si, 0, 2.7345, 0.6835, -0.0527, 0.0215, -0.008
Si, 5.469, 2.7345, 0.6835, 0.0451, -0.027, 0.0207
Si, 2.7345, 5.469, 0.6835, -0.0344, 0.0253, 0.0101
Si, 8.2035, 5.469, 0.6835, 0.0244, 0.0113, 0.0406
Si, 0, 8.2035, 0.6835, -0.0111, -0.0064, 0.0269
Si, 5.469, 8.2035, 0.6835, -0.0767, 0.1161, -0.0165
Si, 4.1018, 1.3673, 2.0507, -0.03, 0.023, -0.0226
Si, 9.5708, 1.3673, 2.0507, 0.1275, 0.0128, -0.0207
Si, 1.3673, 4.1018, 2.0507, 0.0162, -0.0249, 0.0183
Si, 6.8362, 4.1018, 2.0507, -0.0342, 0.0062, 0.0073
Si, 4.1018, 6.8362, 2.0507, 0.0757, -0.0507, -0.0299
Si, 9.5708, 6.8362, 2.0507, -0.022, 0.0234, 0.0137
Si, 1.3673, 9.5708, 2.0507, -0.1205, -0.0919, 0.0065
Si, 6.8362, 9.5708, 2.0507, 0.0885, -0.1292, -0.055
Si, 0, 0, 3.418, -0.1033, 0.1383, -0.3438
Si, 5.469, 0, 3.418, -0.1438, 0.2654, 0.588
Si, 2.7345, 2.7345, 3.418, 0.2125, -0.1449, -0.1351
Si, 8.2035, 2.7345, 3.418, 0.0405, 0.0142, 0.548
Si, 0, 5.469, 3.418, -0.0039, -0.062, 0.244
Si, 5.469, 5.469, 3.418, -0.2163, -0.0049, -0.4423
Si, 2.7345, 8.2035, 3.418, -0.1475, -0.0763, 0.4598
Si, 8.2035, 8.2035, 3.418, -0.2954, 0.2113, -0.8435
Si, 1.3737, 1.3513, 4.7634, -0.0046, -0.0003, 0.0131
Si, 6.7993, 1.4297, 4.873, 0.0199, 0.0076, 0.0145
Si, 4.095, 4.1227, 4.7704, -0.0038, -0.0172, 0.0038
Si, 9.595, 4.1082, 4.8428, -0.0273, -0.0045, 0.0121
Si, 1.3548, 6.8005, 4.8412, -0.0046, 0.0022, 0.0039
Si, 6.7978, 6.8841, 4.6972, 0.004, -0.0473, 0.0206
Si, 4.0425, 9.6062, 4.8387, -0.026, 0.0114, -0.0031
Si, 9.4565, 9.649, 4.7007, 0.0304, 0.0045, 0.0198
Si, 2.6737, 0.027, 6.2703, 0.0124, -0.0069, -0.0175
Si, 8.1271, -0.0095, 6.2257, -0.01, 0.0242, -0.0257
Si, 0.0581, 2.6927, 6.1907, 0.0191, 0.0186, -0.0184
Si, 5.5097, 2.9214, 6.2571, -0.0362, -0.005, -0.0206
Si, 2.6733, 5.329, 6.2349, -0.0139, 0.0185, -0.0193
Si, 8.1797, 5.5831, 6.0876, 0.0558, 0.0487, -0.0783
Si, -0.1207, 8.2726, 6.0038, 0.0127, 0.0059, -0.0326
Si, 5.3838, 8.1523, 6.1042, 0.0061, -0.0023, 0.0195
Si, 3.7799, 1.8084, 7.4099, -0.0206, 0.0186, 0.0221
Si, 10.0103, 0.9137, 7.3455, 0.0283, -0.043, -0.0045
Si, 1.8654, 3.4426, 7.5699, 0.0294, -0.0122, -0.0095
Si, 6.4115, 4.9346, 7.4504, -0.143, -0.0385, -0.2845
Si, 4.4399, 6.368, 7.3541, 0.0156, -0.0658, -0.0687
Si, 8.9142, 7.5341, 7.2097, -0.0247, -0.0481, 0.1268
Si, 0.6804, 10.0276, 7.2972, -0.022, 0.0035, 0.061
Si, 7.0749, 9.1171, 7.4021, 0.0238, -0.0196, -0.0394
O, 0.486, 9.2499, 8.7959, 0.0466, 0.0465, -0.0513
O, 1.3497, 3.6097, 9.1339, -0.0025, 0.0006, 0.0433
O, 9.7662, 1.309, 8.9517, -0.0151, 0.0227, 0.0237
O, 6.5663, 9.2136, 8.9871, -0.0338, -0.002, 0.0291
O, 4.5289, 1.2191, 8.7802, 0.0252, 0.0042, 0.0135
O, 3.8451, 6.7005, 8.867, 0.0121, 0.0133, 0.0634
O, 7.0454, 5.4119, 8.9128, -0.1845, 0.0497, 0.1846
O, 9.1392, 7.4382, 8.9932, 0.3367, 0.3471, -0.2847
O, 2.288, 3.2219, 22.19, 0.0099, -0.0104, -0.0145
O, 6.0288, 11.0706, 22.0096, -0.0068, 0.0164, -0.0268
O, 8.4604, 2.6733, 22.3915, -0.0012, -0.0003, -0.0001
O, 0.033, 4.67, 22.3614, -0.0158, 0.0089, -0.0087
O, 8.7366, 8.4599, 22.3328, 0.0141, -0.0001, 0.0028
O, 2.8998, 8.1859, 22.2243, -0.0053, 0.0023, -0.003
O, 5.6498, 5.7015, 22.0982, 0.0089, -0.0067, -0.0387
O, 10.5924, 10.4384, 22.3296, 0.0016, -0.0126, -0.0079
Si, 1.3632, 4.3604, 21.4319, 0.0087, 0.0095, 0.0178
Si, 1.5265, 3.7229, 15.6969, 0.004, 0.0015, -0.0032
Si, 8.7342, 0.6339, 10.0164, 0.0256, -0.0873, -0.0154
Si, 6.2231, 0.8311, 20.5398, 0.0061, -0.0055, 0.0205
Si, 0.3569, 13.3891, 19.3591, 0.0052, 0.0116, 0.0147
Si, 4.0401, 6.8086, 10.4829, -0.048, 0.0057, 0.03
Si, 10.0992, 9.0407, 21.6048, 0.006, -0.0061, 0.0036
Si, 3.654, 7.5787, 19.0064, -0.0225, -0.0036, 0.0107
Si, 8.6368, 5.4567, 19.4144, 0.0001, -0.0025, 0.0042
Si, 5.1148, 14.0879, 19.0738, -0.0004, 0.0071, 0.0116
Si, 0.2108, 10.6345, 14.6392, -0.0066, -0.0039, -0.0064
Si, 6.0089, 9.3045, 10.5369, 0.029, 0.0177, -0.0029
Si, -2.4497, 1.9214, 12.9639, 0.0054, -0.0228, 0.0007
Si, 4.8368, 10.2653, 18.1305, 0.0006, -0.0039, 0.0057
Si, 8.3134, 0.1625, 15.3846, 0.0004, -0.009, 0.0042
Si, 6.188, 3.6436, 13.9924, -0.0105, 0.011, 0.0101
Si, 12.7767, 7.3894, 21.2656, -0.0008, -0.0037, 0.0225
Si, -3.7379, 8.7078, 16.7148, 0.0019, 0.0018, 0.0014
Si, 0.5435, 2.3272, 13.2364, 0.01, -0.0064, -0.0017
Si, 5.9593, 6.6202, 14.8243, 0.001, 0.0048, -0.0149
Si, 3.1896, 6.3814, 16.2633, 0.0026, -0.0019, -0.002
Si, 7.0218, 13.4146, 16.5591, -0.002, -0.0021, 0.0075
Si, 1.4749, 3.7235, 10.7561, 0.0016, 0.0048, -0.0288
Si, 8.3843, 5.831, 9.8051, -0.046, -0.2141, 0.5169
Si, 1.0633, 6.7599, 11.5574, -0.0662, 0.0418, -0.049
Si, 7.525, 7.5953, 12.3441, 0.0179, -0.0026, -0.0111
Si, 8.82, 2.5046, 20.8246, -0.0079, -0.0042, 0.0235
Si, 2.7853, 12.7112, 17.7847, -0.0035, 0.0039, -0.0039
Si, 5.7051, 5.8988, 20.4754, -0.0037, -0.0079, 0.0228
Si, 5.6611, 1.2362, 9.9589, -0.0253, -0.0279, -0.0398
Si, 4.5699, 3.832, 11.4483, -0.0312, -0.0054, 0.0073
Si, -0.5609, 7.9471, 13.7441, 0.0007, -0.0059, -0.0185
Si, -0.7476, 8.6804, 9.7007, -0.0396, -0.157, -0.0662
Si, -1.2577, 3.8355, 17.083, -0.0068, 0.002, -0.0014
Si, 0.6292, 8.3262, 16.3348, 0.0006, 0.0029, -0.0083
Si, -1.3314, 8.2151, 18.8121, 0.004, 0.0058, 0.016
O, 4.8535, 3.7025, 13.0555, 0.0044, -0.002, 0.0003
O, 9.2184, -0.9863, 10.0683, -0.0407, 0.1162, 0.027
O, 1.9819, 7.4535, 16.2424, -0.0061, 0.0051, 0.001
O, 1.4002, 3.4243, 14.0954, -0.0003, 0.0009, 0.0026
O, 8.1996, 8.4663, 17.9958, -0.0046, 0.0006, -0.0099
O, 5.0886, 4.616, 19.7207, 0.0055, 0.0079, 0.0007
O, 0.9544, 5.1736, 11.269, 0.0209, 0.001, 0.0165
O, 2.147, 5.7896, 21.475, -0.0061, 0.0038, 0.0003
O, 0.0422, 4.2516, 16.1904, -0.0031, 0.0016, -0.0015
O, 4.7455, 5.4174, 11.0209, 0.0092, 0.0077, -0.0192
O, -1.2964, 6.7497, 19.5857, -0.0046, 0.0021, -0.0095
O, 6.2956, 7.3388, 13.396, -0.0097, -0.0055, 0.0142
O, 3.6779, 3.01, 18.3458, -0.007, -0.0062, -0.0088
O, 5.8508, 9.57, 17.06, -0.0028, 0.0005, 0.0029
O, 8.923, 7.5687, 13.1639, 0.0195, 0.0056, 0.0244
O, 5.5283, 2.6963, 10.7069, 0.0053, 0.0271, 0.0048
O, 11.2884, 7.9029, 21.6926, -0.0025, 0.0044, -0.0077
O, 6.3295, 13.8622, 17.9735, 0.0033, -0.0003, -0.0082
O, -3.7469, 9.0417, 11.641, -0.0132, -0.0145, -0.0012
O, 0.7577, 2.5354, 11.6297, -0.0035, 0.0002, -0.0012
O, 7.4841, 11.8457, 16.5908, -0.001, -0.0014, -0.0038
O, -0.6712, 2.7187, 18.1227, -0.0078, 0.0026, -0.0086
O, 5.9872, 2.674, 15.3017, -0.0007, 0.0002, -0.0055
O, 10.3295, 1.8881, 20.5618, -0.001, 0.0027, -0.0092
O, 4.8227, 7.2123, 20.0873, 0.0059, -0.0042, -0.005
O, 5.3784, -0.137, 10.8296, 0.0034, -0.0069, 0.0028
O, 5.2385, 2.1214, 20.3429, 0.0014, -0.0017, -0.0083
O, 9.9283, 11.3012, 15.5162, 0.0025, -0.0028, -0.0066
O, -3.0437, 11.6607, 13.9116, -0.0023, 0.0072, 0.0011
O, 3.8007, 6.5097, 17.7781, -0.0018, 0.0027, -0.0047
O, 9.5491, 4.8268, 9.8246, -0.0649, 0.0072, -0.0444
O, 7.6877, 6.5082, 11.1395, 0.0321, -0.086, -0.0677
O, 1.007, 14.8065, 19.9193, -0.0095, -0.0178, -0.0155
O, 3.852, 11.4718, 17.5595, 0.0001, -0.001, 0.0004
O, -2.9686, 9.5198, 15.5232, -0.0045, 0.0014, 0.0025
O, 2.1653, 7.5968, 19.6906, 0.0162, 0.0027, -0.0156
O, 7.4062, 3.1385, 13.0201, 0.0008, 0.0049, -0.0076
O, 8.4313, 3.2451, 16.2146, 0.0038, 0.0031, 0.0001
O, -1.9819, 16.0171, 17.8549, 0.0015, -0.0032, -0.0059
O, 0.6699, 7.0585, 13.1136, -0.0042, 0.0036, 0.0244
O, 8.7652, 4.0369, 20.2288, -0.0002, 0.0081, -0.0066
O, 7.2044, 6.0845, 19.8698, -0.002, 0.0002, -0.0049
O, -4.1737, 7.2701, 16.0883, -0.0015, -0.0022, -0.0049
O, 3.0484, 3.4578, 11.0966, 0.0097, 0.0003, -0.0016
O, 2.625, 4.8862, 15.9668, -0.0027, -0.0043, -0.0019
O, 4.3519, 6.6969, 15.1519, 0.0013, -0.0013, 0.0015
O, 10.9071, 7.7594, 10.8149, 0.0538, 0.0094, 0.0391
O, 11.9375, 11.7804, 13.7882, -0.0046, 0.0012, 0.0012
O, 5.7841, 10.7102, 19.3839, -0.0103, -0.0029, -0.0162
O, -0.046, 8.3864, 17.8134, -0.0014, -0.0012, -0.0021
O, 2.6012, 7.1507, 11.1856, 0.0228, -0.0163, -0.0153
O, -0.3239, -1.3793, 13.5152, 0.0048, 0.0018, 0.0082
O, 2.0364, 24.2124, 16.4358, -0.0009, 0.0026, -0.0029
O, 7.7474, 1.393, 20.2627, -0.0037, 0.0003, -0.0088
O, 1.5754, 12.3958, 18.878, 0.0025, -0.0043, -0.0045
O, -4.4491, 5.0955, 14.6533, -0.001, -0.0011, -0.001
O, -3.7178, 0.9954, 9.4357, -0.0114, 0.0186, 0.0073
O, 9.7632, 9.3151, 20.0247, -0.0054, -0.0065, -0.0145
O, -6.0165, 8.1323, 10.7872, -0.0029, -0.0107, -0.0065
O, 1.0811, 9.8095, 15.7586, 0.0016, 0.0008, 0.0027
O, -1.0481, 2.5152, 13.5299, -0.0095, 0.005, -0.0028
O, 3.7853, 9.1216, 18.5573, 0.0109, 0.0104, -0.0094
O, -0.5054, 7.6657, 15.353, -0.003, 0.0026, 0.0026
O, 8.7768, 1.2693, 11.4999, -0.0045, 0.0303, 0.0153

Results
free energy: -129406.627 eV
free energy less fixed offsets of O -568.88, Si -635.61 eV per atom: 4.293 eV

The program warned: the cutoff lies below the one the program advises for these potential files; the exchange-correlation potential is rough where the density is thin.
